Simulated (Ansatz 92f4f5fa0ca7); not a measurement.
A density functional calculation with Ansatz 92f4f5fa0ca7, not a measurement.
Periodic cell of 375 atoms, Si241O134, from a study of silicon, its oxide and their interface. The atomic structure is a simulated model.
Doubt: the cutoff is far below the 930 eV that the study's wrapper takes by default for these files, so forces and energies are approximate.
This geometry differs little from another in the collection (a relaxation step or a small displacement).

Settings: functional PBE; potential files Ansatz PAW; basis plane waves; wave-function cutoff 580 eV; density cutoff ratio 5; exchange-correlation grid ratio 1; k mesh 1 x 1 x 1, Gamma-centred; self-consistency stop 5e-08 eV per atom in the density residual; occupations fixed; spin none; net charge 0.

Cell vectors (angstrom)
a, 11.6015, 0, 0
b, 0, 13.3963, 0
c, 0, 0, 42.372

Atoms and the computed forces on them: element, x, y, z (angstrom), force x, y, z (eV/angstrom)
Si, 0, 2.2327, 1.1851, 0.0122, -0.034, -0.0799
Si, 3.8672, 2.2327, 1.1851, -0.0215, -0.031, -0.053
Si, 7.7343, 2.2327, 1.1851, 0.0108, -0.0401, -0.0242
Si, 1.9336, 5.5818, 1.1851, 0.0018, 0.0152, 0.0348
Si, 5.8008, 5.5818, 1.1851, -0.0068, 0.0663, 0.0397
Si, 9.6679, 5.5818, 1.1851, 0.0293, 0.0335, 0.0429
Si, 0, 8.9308, 1.1851, -0.0216, 0.0159, 0.0395
Si, 3.8672, 8.9308, 1.1851, 0.0108, 0.0339, -0.0081
Si, 7.7343, 8.9308, 1.1851, -0.0029, 0.027, -0.0345
Si, 1.9336, 12.2799, 1.1851, -0.0164, 0.002, 0.0264
Si, 5.8008, 12.2799, 1.1851, 0.0059, -0.0065, 0.0183
Si, 9.6679, 12.2799, 1.1851, -0.0087, -0.018, 0.0323
Si, 1.9336, 1.1164, 1.9745, -0.0216, 0.1333, 0.0074
Si, 5.8008, 1.1164, 1.9745, -0.0322, 0.1799, -0.022
Si, 9.6679, 1.1164, 1.9745, 0.0309, 0.1628, -0.0046
Si, 0, 4.4654, 1.9745, -0.0217, -0.1112, -0.0113
Si, 3.8672, 4.4654, 1.9745, -0.0031, -0.0532, -0.0178
Si, 7.7343, 4.4654, 1.9745, 0.0095, -0.0437, -0.0344
Si, 1.9336, 7.8145, 1.9745, 0.0614, -0.0907, -0.0311
Si, 5.8008, 7.8145, 1.9745, 0.034, -0.0833, 0.0039
Si, 9.6679, 7.8145, 1.9745, -0.0738, -0.0342, -0.004
Si, 0, 11.1635, 1.9745, 0.0086, -0.0562, -0.0113
Si, 3.8672, 11.1635, 1.9745, 0.0356, -0.099, -0.0235
Si, 7.7343, 11.1635, 1.9745, -0.0146, -0.0788, -0.0085
Si, 1.9336, 1.1164, 4.3426, -0.0656, 0.3494, -0.5407
Si, 5.8008, 1.1164, 4.3426, -0.108, 0.4867, -0.3333
Si, 9.6679, 1.1164, 4.3426, 0.0815, 0.4283, -0.3331
Si, 0, 4.4654, 4.3426, -0.0623, -0.2845, 0.3235
Si, 3.8672, 4.4654, 4.3426, 0.0306, -0.1313, 0.4841
Si, 7.7343, 4.4654, 4.3426, 0.0062, -0.0746, 0.6999
Si, 1.9336, 7.8145, 4.3426, 0.1514, -0.167, 0.194
Si, 5.8008, 7.8145, 4.3426, 0.093, -0.2116, 0.0619
Si, 9.6679, 7.8145, 4.3426, -0.1946, -0.0612, 0.0393
Si, 0, 11.1635, 4.3426, 0.0387, -0.1846, -0.2138
Si, 3.8672, 11.1635, 4.3426, 0.0714, -0.2764, -0.408
Si, 7.7343, 11.1635, 4.3426, -0.0414, -0.2521, -0.3715
Si, 0, 0, 38.0315, -0.2741, 0.2367, -0.1763
Si, 3.8672, 0, 38.0315, -0.1581, 0.0727, 0.1058
Si, 7.7343, 0, 38.0315, 0.2236, 0.171, 0.0082
Si, 1.9336, 3.3491, 38.0315, -0.2551, -0.004, -0.276
Si, 5.8008, 3.3491, 38.0315, -0.0396, 0.0931, 0.231
Si, 9.6679, 3.3491, 38.0315, 0.2165, 0.0075, -0.1025
Si, 0, 6.6981, 38.0315, 0.2843, -0.2487, -0.2172
Si, 3.8672, 6.6981, 38.0315, -0.1472, -0.1353, 0.0857
Si, 7.7343, 6.6981, 38.0315, 0.155, -0.0115, 0.2111
Si, 1.9336, 10.0472, 38.0315, -0.0239, -0.0949, 0.0005
Si, 5.8008, 10.0472, 38.0315, 0.0184, 0.1883, 0.1786
Si, 9.6679, 10.0472, 38.0315, -0.1193, 0.0981, 0.0389
Si, 0, 0, 40.3996, -0.0946, 0.0799, 0.0146
Si, 3.8672, 0, 40.3996, -0.0658, 0.0416, -0.0019
Si, 7.7343, 0, 40.3996, 0.089, 0.0577, 0.009
Si, 1.9336, 3.3491, 40.3996, -0.0873, -0.0118, -0.0089
Si, 5.8008, 3.3491, 40.3996, -0.0183, 0.0382, -0.022
Si, 9.6679, 3.3491, 40.3996, 0.0998, -0.0077, -0.0108
Si, 0, 6.6981, 40.3996, 0.0972, -0.0904, 0.0271
Si, 3.8672, 6.6981, 40.3996, -0.0504, -0.0145, 0.0128
Si, 7.7343, 6.6981, 40.3996, 0.0615, 0.034, 0.0172
Si, 1.9336, 10.0472, 40.3996, -0.0125, -0.038, 0.0103
Si, 5.8008, 10.0472, 40.3996, 0.0185, 0.0746, 0.0162
Si, 9.6679, 10.0472, 40.3996, -0.0533, 0.0193, 0.0273
Si, 0, 2.2327, 41.189, -0.0071, 0.022, 0.046
Si, 3.8672, 2.2327, 41.189, 0.0159, 0.0206, -0.0044
Si, 7.7343, 2.2327, 41.189, -0.0133, 0.0218, -0.0091
Si, 1.9336, 5.5818, 41.189, 0.0023, -0.0043, 0.0173
Si, 5.8008, 5.5818, 41.189, 0.0019, -0.0557, -0.0134
Si, 9.6679, 5.5818, 41.189, -0.0273, -0.0266, -0.018
Si, 0, 8.9308, 41.189, 0.0125, -0.0067, -0.0505
Si, 3.8672, 8.9308, 41.189, 0.0028, -0.0289, -0.0123
Si, 7.7343, 8.9308, 41.189, 0.0003, -0.026, 0.0197
Si, 1.9336, 12.2799, 41.189, 0.019, 0.0043, -0.0386
Si, 5.8008, 12.2799, 41.189, -0.0032, -0.0008, -0.0163
Si, 9.6679, 12.2799, 41.189, 0.0042, 0.0182, 0.0151
Si, 0.0009, -0.3304, 30.6341, 0.0316, 0.0243, 0.0861
Si, 3.8195, -2.2696, 30.7893, 0.0198, 0.0199, -0.0149
Si, 5.275, -0.5429, 31.8168, -0.0274, -0.044, -0.0276
Si, 2.6038, 2.6054, 30.5186, -0.0801, 0.0188, 0.0434
Si, 6.2879, 3.0207, 31.9154, -0.0351, 0.0454, -0.0521
Si, 10.1761, 3.5373, 29.4066, 0.048, -0.0362, 0.0532
Si, 0.3109, 9.6868, 31.8443, -0.0247, 0.0493, -0.0543
Si, 4.2911, 6.8972, 31.0133, -0.0345, 0.0466, 0.0166
Si, 8.0438, 6.5014, 31.5209, 0.0812, 0.0702, 0.0218
Si, 4.3217, 10.949, 28.3756, 0.0197, -0.0337, 0.0614
Si, 7.5698, 11.4862, 26.1133, -0.0062, -0.0114, 0.013
Si, 9.6594, 10.1494, 31.1908, 0.0186, -0.0648, 0.0608
Si, 0.4776, 1.9248, 31.3465, 0.0098, -0.0073, 0.0066
Si, 4.3596, 1.6848, 31.8716, 0.0167, 0.0175, -0.0587
Si, 7.3772, 2.5365, 29.9521, 0.0049, -0.0131, -0.0261
Si, 2.3473, 5.6386, 31.6365, 0.04, -0.0182, -0.0524
Si, 5.9912, 5.4454, 31.9271, -0.0391, -0.0445, -0.0091
Si, 9.6491, 6.4997, 28.9384, 0.0186, -0.0006, 0.0059
Si, 0.6808, 7.3876, 29.9503, 0.0261, 0.0172, 0.033
Si, 4.6733, 9.1197, 31.8344, 0.0085, -0.0504, -0.0367
Si, 7.8387, 8.9684, 34.3393, 0.0394, 0.0056, -0.0061
Si, 1.6435, 11.6622, 31.7503, -0.0416, 0.0325, -0.0439
Si, 7.4142, 12.9772, 30.765, 0.0167, -0.0434, 0.122
Si, 9.5374, 12.4082, 31.7664, 0.0163, 0.0319, -0.0406
Si, 0.008, 2.2048, 33.8011, 0.0188, 0.0195, -0.0311
Si, 3.8014, 2.1774, 34.1177, 0.0225, -0.001, 0.0214
Si, 7.5224, 2.3807, 33.9674, -0.0019, -0.015, 0.0536
Si, 1.9939, 5.5938, 33.994, -0.0128, -0.0135, 0.0175
Si, 5.7882, 5.6544, 34.2475, 0.0143, -0.0244, -0.0174
Si, 9.6053, 5.6509, 34.0364, 0.0172, -0.003, 0.0988
Si, 0.0992, 8.9924, 34.0966, 0.0144, 0.0211, 0.0595
Si, 4.0055, 9.0195, 34.1202, -0.0154, -0.0104, 0.0114
Si, 7.8437, 8.8014, 32.0485, -0.0097, -0.0316, -0.0563
Si, 1.9015, 12.2559, 34.057, 0.0222, 0.0006, -0.0029
Si, 5.73, 12.3668, 34.1144, -0.0208, 0.0223, -0.0007
Si, 9.6591, 12.3797, 34.1108, -0.0315, 0.0048, -0.0141
Si, 1.8512, 1.0979, 34.8297, -0.031, 0.0122, 0.0032
Si, 5.7489, 1.1631, 34.973, 0.0428, 0.0014, 0.0222
Si, 9.5872, 1.2604, 34.7014, -0.0026, 0.001, 0.0036
Si, -0.0004, 4.4629, 34.659, -0.0452, 0.004, 0.0013
Si, 3.86, 4.4451, 34.8764, -0.0187, 0.023, 0.0212
Si, 7.717, 4.5173, 34.9514, 0.0451, -0.0043, 0.0288
Si, 2.0408, 7.8425, 34.8088, -0.001, 0.0022, 0.0114
Si, 5.8586, 7.8706, 35.0087, -0.0107, 0.0083, 0.0059
Si, 9.7999, 7.8369, 34.9361, -0.0349, -0.04, 0.0083
Si, -0.0227, 11.2194, 34.9283, 0.0124, -0.0499, 0.007
Si, 3.8454, 11.2138, 34.9275, 0.0123, 0.0083, 0.0143
Si, 7.7114, 11.2562, 34.8706, 0.014, 0.004, 0.0185
Si, 1.9201, 1.1081, 37.2181, 0.008, 0.0169, 0.0022
Si, 5.8016, 1.1177, 37.3022, 0.0032, 0.0058, -0.0149
Si, 9.6521, 1.1515, 37.1551, 0.0144, -0.0221, -0.007
Si, -0.0097, 4.4591, 37.1366, 0.0182, 0.0064, -0.0107
Si, 3.8624, 4.4533, 37.2404, 0.0021, 0.0117, 0.0041
Si, 7.7418, 4.4634, 37.2894, -0.0165, -0.0013, -0.0216
Si, 1.9474, 7.8154, 37.2038, -0.0073, 0.0056, 0.0006
Si, 5.8017, 7.8163, 37.3223, -0.0068, 0.0016, 0.0135
Si, 9.6913, 7.8127, 37.2801, -0.0053, 0.0142, -0.0092
Si, -0.005, 11.1713, 37.2746, -0.0004, 0.0063, 0.0023
Si, 3.8605, 11.1701, 37.2725, 0.0088, -0.0009, 0.0002
Si, 7.7263, 11.1852, 37.2408, -0.0003, -0.0183, -0.0135
Si, 0.0025, 0.0027, 5.0229, -0.0024, -0.0056, -0.0083
Si, 3.8608, -0.0043, 4.9909, 0.0002, 0.0053, -0.0217
Si, 7.7314, 0.0036, 4.9827, 0.0104, -0.0137, -0.0272
Si, 1.9311, 3.3384, 5.1949, -0.0056, -0.0345, 0.0048
Si, 5.7954, 3.3556, 5.2309, 0.0062, -0.0245, 0.0203
Si, 9.6701, 3.3438, 5.2362, 0.0049, -0.0226, 0.0137
Si, -0.0123, 6.6917, 5.1095, -0.0001, 0.0201, 0.0131
Si, 3.8879, 6.6874, 5.1866, 0.0229, 0.0184, 0.0208
Si, 7.7353, 6.6967, 5.2099, -0.0125, 0.0075, 0.0016
Si, 1.9444, 10.0424, 5.1018, -0.002, -0.0001, 0.0056
Si, 5.8033, 10.032, 5.1096, 0.0097, 0.0027, -0.0043
Si, 9.6641, 10.0489, 5.1094, -0.0091, -0.0088, -0.0083
Si, 0.0128, -0.0389, 7.3182, 0.0102, -0.0015, 0.0036
Si, 3.8499, -0.084, 7.2679, -0.0131, 0.0154, 0.0625
Si, 7.7052, -0.0435, 7.2571, 0.0092, 0.019, 0.0735
Si, 1.9315, 3.1973, 7.6211, 0.0046, 0.0695, 0.0225
Si, 5.7903, 3.2603, 7.6956, -0.0077, 0.0295, -0.0021
Si, 9.67, 3.2209, 7.7088, 0.014, 0.0396, 0.0151
Si, -0.0112, 6.622, 7.4647, -0.0121, -0.0236, 0.0077
Si, 3.9565, 6.6165, 7.6111, -0.0323, -0.0149, -0.0157
Si, 7.7566, 6.659, 7.6501, 0.0328, -0.0106, -0.0247
Si, 1.9751, 9.9689, 7.4445, 0.0021, 0.0129, -0.0164
Si, 5.8191, 9.9423, 7.4588, -0.0295, 0.018, 0.0094
Si, 9.6754, 10.0238, 7.4564, 0.0182, 0.0117, 0.0065
Si, 0.0189, 2.022, 8.4534, -0.0308, 0.0097, -0.0554
Si, 3.8504, 1.996, 8.3539, 0.0377, -0.0077, -0.0073
Si, 7.699, 2.0317, 8.3725, -0.0125, -0.0083, -0.0086
Si, 1.9424, 5.5138, 8.2191, 0.0245, -0.0098, 0.0117
Si, 5.8858, 5.5244, 8.6099, -0.0002, -0.0431, 0.0565
Si, 9.6983, 5.5272, 8.4531, 0.022, -0.0173, 0.0073
Si, 0.0212, 8.8908, 8.1633, -0.0161, 0.0062, 0.0096
Si, 3.8977, 8.8813, 8.3378, 0.0073, 0, -0.0157
Si, 7.7701, 8.9616, 8.369, 0.0086, 0.008, 0
Si, 1.9232, 12.2271, 8.1027, 0.0196, 0.0023, 0.0155
Si, 5.7862, 12.217, 7.9854, -0.0033, -0.0182, 0.015
Si, 9.6469, 12.3182, 8.0439, 0.0005, -0.0214, -0.0083
Si, -0.0451, 0.8102, 10.5751, 0.0164, -0.0224, 0.0239
Si, 3.7794, 0.7201, 10.4233, -0.0042, 0.0021, -0.0431
Si, 7.4777, 0.8456, 10.4568, -0.0102, 0.0146, 0.0066
Si, 2.0413, 5.4484, 11.4105, 0.0823, 0.0988, 0.0382
Si, 7.9874, 7.3435, 11.6974, 0.2792, -0.2142, -0.2285
Si, 9.9232, 4.385, 12.6115, 0.0679, 0.05, -0.1054
Si, 1.944, 10.4429, 11.2939, -0.0192, -0.0426, 0.0146
Si, 3.9752, 9.2609, 10.7043, 0.0006, 0.0117, 0.0473
Si, 7.8204, 9.5117, 10.7418, -0.0673, 0.0206, 0.0178
Si, 1.855, 12.7103, 10.4164, 0.0093, 0.0028, -0.0161
Si, 4.7514, 10.8111, 14.3614, -0.0145, -0.018, 0.002
Si, 9.555, 12.9953, 10.2951, -0.0807, -0.0437, 0.0317
Si, 1.813, -3.5224, 13.5733, -0.0219, -0.0448, 0.0429
Si, 5.6992, -0.661, 10.2472, 0.0244, -0.0083, 0.0101
Si, 9.8502, -2.5876, 11.1244, 0.028, 0.0184, -0.0632
Si, 0.0705, 1.8675, 12.6899, 0.002, 0.0938, 0.0696
Si, 2.8763, 2.7067, 12.5571, 0.0044, 0.0541, -0.0581
Si, 7.1671, 3.0571, 12.6265, -0.0785, 0.0721, -0.1134
Si, -0.2529, 7.3425, 11.7267, 0.0983, -0.0963, 0.0283
Si, 6.2601, 5.8115, 11.137, -0.2705, 0.3333, 0.0295
Si, 9.742, 5.9888, 10.8348, 0.0373, 0.053, 0.0772
Si, 0.0525, 9.3381, 10.455, -0.0037, 0.008, 0.0099
Si, 5.7791, 10.6559, 11.3413, 0.0265, 0.0054, -0.1033
Si, 4.5691, 7.2553, 12.0045, -0.0422, -0.2303, -0.17
O, 4.9385, -1.1921, 15.1614, 0.0058, 0.0161, 0.006
O, 10.7812, 1.0685, 13.7997, 0.0006, 0.0073, -0.0116
O, 6.951, 2.7201, 14.2259, 0.0088, -0.0224, 0.0438
O, 0.4961, -3.032, 14.446, 0.0136, 0.0166, -0.0505
O, 3.8623, 15.107, 11.748, -0.0195, 0.0024, 0.0201
O, -0.8231, 7.9422, 13.1589, -0.0285, 0.0284, 0.0376
O, 9.7577, 5.0521, 14.1106, -0.0264, -0.0316, 0.0767
O, 5.3242, 9.5988, 15.2869, 0.0035, 0.0018, 0.0012
O, 8.1873, 7.5777, 13.3624, -0.0108, 0.0816, 0.1739
O, 3.812, 3.4076, 13.669, 0.0039, -0.0098, 0.0286
O, 6.8737, 1.7149, 11.7488, 0.0276, 0.0136, 0.0321
O, 4.8971, 7.6034, 13.5901, 0.0187, 0.0535, 0.1385
O, 6.7107, 3.0844, 28.5578, -0.0057, 0.0314, -0.0035
O, 2.4889, 2.4787, 28.8473, 0.0184, -0.0075, -0.096
O, 8.3282, -1.7874, 27.5532, -0.0007, 0.0059, -0.0138
O, -4.3679, -1.7984, 29.879, 0.0205, -0.011, -0.0283
O, 14.3452, 17.6045, 30.9047, 0.0286, -0.025, 0.0335
O, 9.2174, 6.9482, 27.4256, -0.0022, -0.0034, -0.0062
O, 10.1119, 2.5688, 28.1153, 0.0041, 0.0141, -0.0115
O, 1.5941, 7.2136, 28.6257, -0.001, -0.0137, -0.0105
O, 5.0501, 12.4105, 28.011, 0.0247, 0.0507, -0.0337
O, 7.2594, 9.3453, 28.5351, 0.0074, -0.023, -0.004
O, 0.0726, 12.7181, 28.9853, -0.0007, -0.0183, -0.1051
O, 6.5215, 10.2174, 26.1491, 0.0236, -0.0057, 0.0025
Si, 6.66, 4.2572, 27.4344, 0.0033, 0.0077, 0.011
Si, 11.656, 12.6656, 27.3433, 0.0238, -0.0001, 0.0349
Si, 8.1326, 10.6877, 28.8679, -0.0577, -0.0084, 0.0325
Si, 0.3893, 0.6765, 17.6754, -0.0079, -0.0079, 0.0152
Si, 2.7645, 10.6977, 23.162, -0.0023, 0.0021, 0.0092
Si, 8.4924, 6.1667, 20.9983, 0.0083, -0.0031, -0.0011
Si, 1.9077, 6.2629, 27.3443, -0.0201, -0.0155, 0.0185
Si, 5.8802, 5.5998, 19.3328, -0.0051, -0.0085, 0.0175
Si, 4.8946, 8.0405, 15.1862, -0.0113, -0.0022, -0.0472
Si, 4.732, 2.593, 25.8713, -0.0196, -0.0065, 0.0122
Si, 11.6631, 6.2283, 24.909, 0.0083, -0.001, -0.011
Si, 11.7573, 8.954, 18.8739, 0.0022, -0.0018, 0.0095
Si, 5.8957, 0.5133, 20.7954, -0.006, -0.0126, 0.0212
Si, 4.1935, 12.7317, 16.503, 0.0005, -0.0237, 0.0099
Si, 6.2087, 5.6412, 16.2721, -0.0064, 0.0085, -0.0067
Si, 10.5687, 10.9072, 14.175, -0.0235, -0.0493, 0.0225
Si, 10.1615, 0.4134, 15.1606, 0.0232, -0.0255, 0.0004
Si, 2.6738, 11.774, 26.0411, -0.0293, -0.0113, 0.0355
Si, 13.5553, 11.485, 18.1663, -0.0017, -0.0221, 0.0104
Si, 5.9654, 9.4623, 27.52, -0.024, 0.0229, -0.0096
Si, 6.1272, 16.0415, 23.2149, 0.0041, 0.0041, -0.0136
Si, 10.4175, -2.1398, 25.1255, 0.0058, 0.0053, 0.0042
Si, 11.7299, 14.4859, 20.646, 0.0045, 0.0128, 0.0232
Si, 9.2238, 4.7892, 15.6501, -0.0034, 0.0112, -0.0307
Si, 5.2236, -0.2527, 26.5527, -0.0029, -0.0025, 0.0501
Si, 10.0729, -0.2929, 22.8772, -0.0032, -0.0007, -0.0011
Si, 4.8101, 6.7334, 27.8673, 0.0516, 0.0101, 0.036
Si, 1.9275, 8.3293, 21.3614, -0.0009, -0.0009, 0.0039
Si, 5.737, 1.3604, 17.926, 0.005, 0.0027, 0.0226
Si, 10.7549, 2.0666, 26.7183, 0.0085, 0.001, 0.0253
Si, 2.1725, 7.1237, 14.9606, -0.0302, -0.0052, -0.0394
Si, 10.9623, 6.9325, 16.5135, 0.0224, 0.0235, -0.0198
Si, 7.7847, 2.166, 15.5486, -0.0049, 0.027, 0.0039
Si, 9.2053, 2.5455, 23.9664, 0.0073, -0.0045, 0.0056
Si, 8.8676, 5.8983, 26.209, -0.0046, -0.0004, 0.008
Si, 7.6458, 7.3931, 23.8289, -0.0057, 0.0004, 0.0016
Si, 9.499, -5.1964, 14.1343, 0.0075, 0.0158, -0.0342
Si, 2.0396, 3.1535, 27.3978, -0.0029, -0.0252, 0.0313
Si, 7.6507, 11.4099, 21.6834, -0.0004, 0.0008, -0.0019
Si, 9.461, 9.1644, 20.6361, -0.0121, -0.002, 0.0051
Si, 4.5511, 4.9295, 21.7512, 0.0016, 0.006, 0.0074
Si, 10.3559, -4.6685, 23.5593, 0.0004, 0.0041, -0.0013
Si, 3.0352, 2.0339, 16.9461, -0.0023, 0.02, 0.0042
Si, 3.6081, 4.3478, 14.9754, -0.01, 0.0335, -0.05
Si, 4.7906, 7.755, 20.7783, -0.0044, 0.0044, 0.021
Si, 14.3963, 12.9535, 20.8993, 0.0033, 0.0036, 0.0189
Si, 5.7219, 9.5029, 22.8938, -0.0043, -0.0011, -0.0008
Si, 10.7068, 3.9847, 21.6367, 0.0051, 0.0053, -0.0135
Si, 1.6549, 5.4068, 22.5777, 0.0048, 0.0038, -0.0139
O, 6.7757, 12.5309, 20.8811, 0.0001, 0.0018, 0.0013
O, 10.967, -3.5414, 24.533, 0.0006, -0.0065, -0.0027
O, 0.7998, 8.2641, 20.2021, -0.0006, 0.005, -0.0065
O, 1.7529, 14.2391, 20.8642, -0.0048, -0.0044, -0.0076
O, 9.3888, -3.5914, 14.4319, 0.0316, 0.0388, -0.0046
O, 4.3027, 13.549, 20.7132, 0.0039, 0.0009, -0.0072
O, 4.327, 2.2124, 17.9436, -0.0055, -0.0063, -0.0097
O, 0.9326, 6.8087, 26.1584, 0.0005, -0.0019, 0.0045
O, 8.1725, 4.5984, 26.9201, -0.0037, 0.0107, 0.0093
O, 4.2463, 10.0146, 23.3543, -0.0041, 0.0031, 0.0011
O, 3.4076, 7.7565, 15.8373, 0.0114, -0.0052, 0.0136
O, 12.5079, 12.5388, 17.5068, -0.0001, 0.0148, -0.0031
O, 10.7032, 0.4498, 26.7617, 0.0009, 0.0103, -0.0037
O, 5.3494, 7.1554, 19.3726, 0.0097, -0.0076, -0.0147
O, 7.5988, 2.8812, 23.9136, 0.0015, -0.0017, 0.0052
O, 9.7774, 7.6115, 15.6191, 0.0087, -0.0089, 0.022
O, -0.6884, -0.9409, 24.1224, -0.0016, 0.0016, -0.001
O, 11.2079, 7.3693, 23.8359, -0.0028, -0.0016, 0.0099
O, -1.2198, 9.1808, 21.9992, 0.0023, -0.0033, 0.0039
O, 2.6369, 5.5981, 14.5745, 0.0155, -0.0064, 0.032
O, 0.7878, 6.923, 15.7538, -0.0168, -0.0073, 0.0186
O, 5.6499, 4.0762, 22.5872, 0.0001, -0.009, 0.0025
O, 10.3022, -1.2052, 15.1208, -0.0057, 0.0401, -0.0084
O, -0.6488, 14.3801, 16.4673, -0.0026, -0.0017, -0.0049
O, 14.8885, 11.5484, 17.204, 0.0056, 0.0143, -0.0047
O, 8.1988, 10.1989, 20.7229, 0.0064, 0.0026, 0.0058
O, 7.322, 5.5336, 20.0724, -0.0082, 0.0036, -0.0067
O, 10.3354, 5.4132, 16.7029, -0.0136, -0.0156, -0.0021
O, 7.729, 5.4144, 15.7835, 0.03, -0.023, 0.007
O, 12.1017, 4.809, 21.6261, 0.0033, 0, 0.0077
O, 11.2634, 7.7536, 17.8817, -0.0028, -0.0033, -0.0012
O, 4.7856, 6.5488, 21.9068, 0.0029, -0.0008, -0.0119
O, 6.2088, 14.8722, 22.079, -0.001, 0.0053, 0.0053
O, 8.9524, -1.3201, 22.3524, 0.007, 0.0071, 0.0046
O, 9.341, 1.0669, 23.3377, 0.0034, 0.0125, 0.0072
O, 13.993, 11.9271, 19.6828, -0.0022, 0.0027, -0.0091
O, 6.2448, 8.2375, 23.8026, 0.0069, -0.0061, 0.0031
O, 5.9704, 7.2363, 16.0874, 0.0119, -0.0165, 0.0154
O, 11.0766, 13.3962, 21.65, -0.0017, 0.0021, -0.0016
O, 2.7716, 12.0918, 22.2971, 0.0023, 0.0043, -0.0077
O, 3.9879, 12.6501, 25.5983, 0.0029, -0.0026, 0.0142
O, 5.4932, 7.9799, 27.0798, -0.0178, -0.0371, 0.0495
O, 6.3478, 1.3326, 19.4399, 0.0007, 0.0036, -0.018
O, 5.3677, 13.2078, 17.536, 0.0007, 0.0072, -0.0038
O, 6.0254, 5.124, 17.8024, 0.0068, 0.0074, 0.0032
O, 8.7797, 11.3066, 25.0641, 0.009, -0.0006, -0.0069
O, 6.7682, 15.3954, 16.8202, -0.0026, -0.0075, -0.007
O, 5.9072, 5.5553, 28.0525, -0.0486, 0.0432, -0.013
O, 9.0088, 3.1971, 15.9334, -0.0137, 0.0085, -0.0048
O, 8.5604, 0.7605, 15.2368, -0.0057, -0.0025, 0.0027
O, 10.0673, 3.6268, 23.0972, -0.007, -0.0063, 0.0083
O, 3.0792, 10.7446, 27.2715, -0.0374, 0.0005, -0.0536
O, 1.6281, 4.7004, 27.6989, 0.0151, 0.041, -0.0099
O, 1.8112, 9.6129, 22.3767, -0.0025, 0.0014, 0.0016
O, 1.6134, 1.7732, 17.703, 0.0045, -0.0007, -0.009
O, 8.9815, 7.6094, 20.386, -0.001, -0.0008, 0.0024
O, 10.3891, 9.691, 19.3943, 0.0023, 0.0044, -0.0054
O, 3.0494, 4.5872, 22.3065, 0.0005, -0.0013, 0.0024
O, 9.6429, 5.0048, 20.9292, -0.0018, -0.0023, 0.0058
O, 8.8025, 8.5198, 23.9626, 0.0053, -0.0081, 0.0016
O, 4.8019, 4.6429, 20.1427, 0.0065, -0.0005, -0.0151
O, 10.2856, 5.523, 25.4685, 0.0021, 0.0011, 0.007
O, 6.7324, 10.7787, 22.887, 0.0015, 0.0018, -0.0004
O, 11.019, 11.3261, 26.6473, -0.0029, -0.0041, 0
O, 3.2171, 3.0361, 26.2727, 0.0198, 0.0008, -0.0043
O, 13.1645, -0.6118, 26.7036, 0.0107, -0.0145, -0.0188
O, 6.6659, -0.5767, 25.8395, 0.0041, 0.0092, -0.009
O, 7.9299, 6.4448, 22.5195, -0.0017, 0.0066, 0.0076
O, 12.8216, 10.012, 18.1977, -0.0006, 0.0043, 0.0034
O, 7.7473, 6.4692, 25.1703, 0.005, -0.0019, -0.0028
O, 2.1909, 11.0083, 24.6755, -0.0011, 0.0013, -0.0085
O, 5.097, 4.8405, 15.3936, 0.0145, 0.004, 0.0204
O, 1.8931, 6.9774, 22.2534, -0.0021, -0.0049, 0.0014
O, 3.3233, 0.6679, 16.0656, -0.0046, 0.0089, -0.0033
O, -0.4841, 2.5785, 20.9172, -0.0041, -0.0051, 0.0044
O, 12.3318, 2.4899, 26.6872, -0.0367, -0.0053, -0.0009
O, 11.2581, 0.775, 19.1211, 0.0043, 0.001, -0.0135
O, 5.1287, 1.3337, 26.8156, -0.0017, -0.0109, -0.016
O, 4.97, 2.206, 24.3014, 0.0037, 0.0005, -0.0026
O, 9.8433, 2.571, 25.4701, 0.0037, -0.0052, -0.0074
O, 5.7649, 3.8043, 26.1657, 0, -0.0012, 0.0113
O, 2.8859, 3.4224, 16.109, -0.0016, -0.024, 0.0193
O, 5.7114, 8.9593, 21.3464, 0.0031, 0.0006, 0.005
O, 1.0935, 5.2285, 24.1136, -0.0044, 0.0001, 0.02
O, 3.4937, 6.3616, 26.9772, 0.0068, 0.0019, 0.0017
O, 3.3236, 8.3857, 20.5314, 0.0008, -0.0016, 0.0042
O, 13.2408, 1.8556, 13.2075, -0.0163, -0.0162, -0.0069
O, 12.741, 8.7341, 30.7456, -0.0012, -0.0495, -0.0521
O, 8.7505, 3.2816, 12.3652, 0.0228, -0.0095, 0.0178
O, -0.3262, 3.4639, 12.6085, -0.0406, -0.0642, 0.0136
O, 3.3952, -7.2644, 11.9334, -0.0957, -0.025, 0.0085
O, 12.5089, -7.264, 30.9731, 0.0011, 0.0081, 0.0061
O, 13.563, 8.2293, 13.7513, 0.0168, 0.024, 0.0256
O, -9.8423, -7.6316, 9.8499, -0.0261, -0.0224, -0.0263
O, 5.598, 10.8779, 12.9795, -0.0091, 0.0142, 0.0394
O, 12.4617, 6.2051, 12.2404, -0.0612, 0.0094, -0.0438
O, -3.2526, 6.3863, 29.8979, -0.0157, 0.0053, 0.0297
O, 9.3181, 5.8424, 32.3879, -0.0212, -0.0113, -0.0846
O, -13.6532, 10.2368, 29.5069, 0.0245, 0.0091, 0.0137
O, 10.4233, 5.0612, 28.9023, -0.0156, 0.0005, 0.0027
O, 4.3652, 20.5477, 29.3713, 0.0394, -0.028, -0.0277
O, 8.7744, 3.3527, 30.1943, 0.0213, -0.0065, -0.0011
O, -0.8908, 7.5656, 29.5628, -0.0066, -0.0198, 0.0078
O, 11.3352, 3.1275, 30.46, -0.0546, -0.0062, -0.0339
O, 3.1428, 10.6047, 14.1827, 0.0103, 0.0149, -0.016
O, 7.5992, 14.3042, 29.7864, 0.0113, 0.0811, -0.0385
O, 17.9208, 9.3567, 31.6097, -0.0387, 0.0185, -0.0055
O, 10.4297, -2.0994, 12.6084, -0.0123, 0.0133, -0.0124
O, 6.3513, 4.3843, 12.0485, 0.0889, -0.1934, 0.0655
O, 2.2274, 3.8396, 11.5605, -0.0074, -0.0597, 0.0134

Results
free energy: -229412.033 eV
free energy less fixed offsets of O -568.88, Si -635.61 eV per atom: -0.103 eV

The program warned: the cutoff lies below the one the program advises for these potential files; the forces do not sum to zero within the program's tolerance; the exchange-correlation potential is rough where the density is thin.
